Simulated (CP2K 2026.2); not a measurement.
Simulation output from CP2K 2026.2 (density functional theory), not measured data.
Periodic cell of 504 atoms, Si360O144, from a study of silicon, its oxide and their interface. The atomic structure is a simulated model.
Doubt: the forces sum to 4.36 eV/angstrom along one axis rather than to zero, so they err by at least 0.0087 eV/angstrom per atom on average; the grid cutoff is modest.

Settings
functional: PBE
method: Gaussian and plane waves
basis set: DZVP-MOLOPT-SR-GTH
pseudopotentials: GTH-PBE
grid cutoff: 300 Ry, relative cutoff 40 Ry
k points: Gamma only
occupations: fixed
spin: none
net charge: 0

Cell vectors (angstrom)
a 16.32 0 0
b 0 16.32 0
c 7.0552 5.1322 34.4158

Atoms and the computed forces on them: element, x, y, z (angstrom), force x, y, z (eV/angstrom)
Si 1.509 -1.665 0.061 -0.104 0.238 0.781
Si 3.777 1.708 -0.116 0.138 -0.242 0.768
Si 1.53 3.903 0.068 -0.106 0.142 0.716
Si 4.353 6.597 0.038 -0.188 0.055 0.743
Si 1.056 -6.426 0.003 0.013 -0.156 0.779
Si 3.819 -3.769 0.102 0.089 -0.03 0.718
Si 7.355 -1.694 -0.149 -0.443 0.352 0.624
Si 9.879 1.17 0.263 -0.144 0.017 0.744
Si 6.568 4.399 0.071 0.073 -0.202 0.784
Si 9.455 6.869 -0.038 0.151 -0.233 0.641
Si 7.17 9.057 0.08 -0.047 0.2 0.716
Si -6.871 -3.936 0.496 0.033 -0.129 0.679
Si -4.345 -1.063 0.264 0.069 -0.095 0.716
Si -1.64 1.533 0.212 0.163 -0.075 0.735
Si -3.812 3.723 0.253 -0.004 0.205 0.76
Si -1.686 7.091 -0.108 0.178 -0.112 0.794
Si -4.044 -7.121 -0.139 -0.079 0.261 0.661
Si -1.249 -4.29 -0.155 -0.196 0.186 0.712
Si 2.707 0.031 1.212 0.003 -0.012 -0.039
Si 5.388 2.754 1.272 0.005 0.009 -0.059
Si 2.73 5.466 1.328 0.028 -0.001 -0.035
Si 5.507 8.097 1.408 -0.008 -0.007 -0.055
Si 2.669 -5.377 1.365 -0.021 -0.014 -0.061
Si 5.52 -2.614 1.205 0.033 -0.003 -0.015
Si 8.21 -0.038 1.344 -0.013 0 -0.063
Si -5.333 2.656 1.642 0.027 -0.002 -0.051
Si 8.207 5.432 1.374 -0.016 0.004 -0.034
Si -5.425 8.069 1.37 0.002 -0.016 -0.035
Si 8.158 10.731 1.455 -0.017 -0.016 -0.013
Si -5.437 -2.591 1.657 0.035 0.008 -0.004
Si -2.771 0.031 1.583 0.007 0.022 -0.054
Si 0.001 2.718 1.389 -0.005 0.002 -0.029
Si -2.679 5.462 1.324 -0.001 0.021 -0.042
Si -0.094 8.239 1.242 -0.02 0.015 -0.05
Si -2.839 -5.464 1.144 -0.002 -0.029 -0.036
Si -0.081 -2.803 1.335 0.012 -0.006 -0.04
Si 1.365 1.321 2.688 0.015 -0.016 0.013
Si 4.068 4.089 2.717 0.008 0.001 0.031
Si 1.32 6.862 2.603 -0.027 -0.001 0
Si 4.079 9.533 2.647 0.002 0.003 0.001
Si 1.307 -4.078 2.761 -0.01 0.007 0.039
Si 4.134 -1.279 2.603 -0.026 -0.008 0.019
Si 6.769 1.355 2.613 0.015 0.026 0.011
Si 9.516 4.067 2.77 0.007 0.01 0.014
Si 6.866 6.774 2.793 0.014 -0.007 0.032
Si 9.573 9.443 2.782 0.026 0.012 0.005
Si 6.752 12.224 2.657 -0.003 0.035 -0.022
Si -6.853 -1.283 2.915 -0.033 0.027 0.034
Si -4.043 1.34 3.018 0.002 -0.001 0.064
Si -1.315 4.134 2.727 0 0.002 0.022
Si -4.074 6.736 2.733 -0.004 -0.014 0.021
Si -1.462 -6.76 2.636 0.008 0.013 0.03
Si -4.03 -4.109 2.712 0.021 -0.014 0.016
Si -1.351 -1.405 2.743 0.012 0.002 0.019
Si 0.021 -0.024 4.074 -0.002 0.02 0.007
Si 2.709 2.709 4.056 0.001 0.011 -0.014
Si 0.035 5.495 4.056 0.008 0.003 -0.001
Si 2.705 8.172 4.001 0.005 0 0.006
Si -0.059 -5.463 4.067 -0.011 -0.018 -0.018
Si 2.743 -2.669 4 0.004 0.003 -0.019
Si 5.437 0.032 4.043 -0.009 -0.002 0.002
Si 8.123 2.69 4.054 -0.012 -0.042 -0.003
Si 5.447 5.419 4.091 0.015 -0.016 -0.005
Si 8.194 8.139 4.151 -0.013 0.004 -0.002
Si 5.402 10.896 4.046 0.013 -0.001 -0.004
Si 8.101 -2.76 4.099 0.018 -0.011 -0.02
Si -5.469 0.011 4.278 -0.003 -0.012 0.015
Si -2.645 2.787 4.173 -0.013 0.005 -0.013
Si -5.443 5.425 4.122 0.009 0.019 -0.009
Si -2.738 8.163 4.054 0.017 0.005 -0.011
Si -5.404 -5.454 4.084 -0.015 -0.009 -0.001
Si -2.693 -2.765 4.106 -0.019 0.005 -0.001
Si 1.355 -1.337 16.331 0 0.017 -0.005
Si 4.071 1.357 16.341 -0.003 -0.009 0
Si 1.381 4.071 16.33 -0.004 0.005 -0.006
Si 4.097 6.777 16.328 -0.007 0.004 -0.018
Si 1.38 -6.781 16.276 0.009 0.008 -0.011
Si 4.076 -4.067 16.287 0.005 -0.002 -0.016
Si 6.783 -1.371 16.313 0.011 -0.019 -0.014
Si -6.825 1.374 16.353 0.004 -0.004 0.003
Si 6.816 4.065 16.387 -0.002 0.01 -0.008
Si -6.814 6.766 16.338 -0.008 -0.005 -0.006
Si 6.809 9.486 16.284 -0.012 0.006 -0.009
Si -6.797 -4.108 16.27 -0.004 -0.008 -0.015
Si -4.069 -1.334 16.307 0.006 0.001 -0.002
Si -1.351 1.376 16.319 -0.005 0.011 -0.014
Si -4.095 4.1 16.314 -0.012 0.002 -0.007
Si -1.388 6.803 16.299 0.003 -0.004 -0.017
Si -4.073 9.508 16.347 0.002 0.003 0.004
Si -1.353 -4.062 16.322 0.009 -0.005 -0.008
Si 2.728 -0.006 17.72 0.006 -0.006 0.006
Si 5.415 2.711 17.721 -0.001 0.015 0.013
Si 2.737 5.428 17.697 0.029 0.001 0.011
Si 5.513 8.09 17.668 0.018 0 -0.016
Si 2.765 -5.452 17.64 -0.021 -0.008 0.006
Si 5.404 -2.713 17.674 -0.005 -0.011 0.002
Si 8.12 -0.015 17.685 0.009 0.012 0.012
Si -5.477 2.785 17.687 0.011 0.013 -0.025
Si 8.181 5.421 17.777 0.014 0.004 -0.002
Si -5.429 8.098 17.679 0.001 -0.011 0.011
Si 8.136 10.877 17.618 0.019 -0.002 0.009
Si -5.417 -2.758 17.598 -0.005 -0.01 -0.018
Si -2.72 0.039 17.677 -0.019 -0.012 0.01
Si 0.009 2.729 17.688 -0.018 0.016 -0.008
Si -2.727 5.438 17.683 -0.002 0.011 0.011
Si -0.028 -8.112 17.589 -0.001 -0.003 -0.03
Si -2.719 -5.404 17.694 -0.013 0 -0.005
Si -0.008 -2.688 17.687 0.004 -0.002 0.025
Si 1.358 1.369 19.052 -0.002 0.007 0.002
Si 4.103 4.099 19.122 0.016 -0.003 -0.035
Si 1.311 6.854 18.913 -0.011 0.007 -0.048
Si 4.175 -6.837 18.95 -0.005 0.031 -0.047
Si 1.418 -4.063 18.973 0.001 0.014 -0.047
Si 4.079 -1.374 19.105 -0.001 -0.007 -0.012
Si 6.716 1.295 19.081 -0.02 -0.019 -0.03
Si -6.779 4.08 19.184 0.028 0.005 -0.008
Si 6.813 6.759 19.153 -0.034 -0.002 -0.002
Si -6.824 9.5 18.932 -0.001 -0.014 -0.05
Si 6.752 -4.108 18.987 -0.006 -0.02 -0.026
Si 9.526 -1.443 18.92 -0.018 -0.018 -0.022
Si -4.082 1.457 18.986 0.024 0.02 -0.009
Si -1.331 4.116 19.042 0.012 0.006 -0.024
Si -4.092 6.731 19.098 -0.033 -0.003 -0.036
Si -1.335 -6.772 19.005 0.015 -0.001 -0.005
Si -4.081 -4.027 19.054 0.018 0.013 -0.015
Si -1.401 -1.334 19.063 0.01 -0.007 -0.043
Si 0.03 -0.006 20.402 -0.007 -0.015 0.065
Si 2.648 2.759 20.429 0.012 0.023 0.042
Si -0.028 5.594 20.352 -0.034 -0.015 0.039
Si 2.742 8.15 20.195 0.008 -0.011 0.056
Si 0.04 -5.387 20.314 -0.017 0.016 0.055
Si 2.788 -2.805 20.439 -0.014 -0.01 0.055
Si 5.353 -0.029 20.558 -0.002 0.024 0.063
Si 8.098 2.66 20.406 -0.001 0.016 0.061
Si 5.48 5.415 20.603 -0.015 -0.033 0.054
Si 8.241 8.152 20.396 0.021 0.006 0.066
Si 5.516 -5.553 20.39 0.032 -0.002 0.044
Si 8.107 -2.73 20.294 0.001 0.024 0.034
Si -5.454 -0.01 20.169 0.003 -0.022 0.027
Si -2.673 2.747 20.408 0 -0.012 0.065
Si -5.357 5.341 20.639 0.031 0.006 0.041
Si -2.723 -8.108 20.334 -0.014 -0.003 0.058
Si -5.502 -5.434 20.263 -0.004 0 0.053
Si -2.788 -2.652 20.498 0.003 0.008 0.042
Si 1.148 -1.646 21.645 0.194 0.097 -0.769
Si 4.124 1.595 21.828 -0.183 -0.292 -0.725
Si 1.491 4.419 21.643 -0.079 -0.182 -0.721
Si 3.732 6.611 21.654 0.224 0.018 -0.693
Si 1.696 -6.545 21.485 -0.102 -0.022 -0.739
Si 3.999 -4.419 21.732 0.115 0.271 -0.649
Si 7.017 -1.235 21.745 -0.282 -0.105 -0.664
Si -7.077 0.979 21.519 0.022 0.155 -0.726
Si 6.555 3.653 21.86 0.124 0.397 -0.71
Si -6.44 7.117 21.721 -0.121 -0.24 -0.722
Si 7.119 -6.638 21.772 -0.2 -0.154 -0.708
Si 9.221 -4.328 21.548 0.101 0.058 -0.716
Si -3.897 -0.888 21.687 -0.106 -0.417 -0.679
Si -1.502 1.198 21.709 0.24 0.145 -0.731
Si -3.623 4.244 21.966 -0.472 -0.233 -0.669
Si -1.606 6.714 21.721 0.221 0.16 -0.702
Si -4.291 -6.915 21.575 0.13 0.139 -0.745
Si -1.099 -3.819 21.643 -0.191 -0.12 -0.797
Si -5.969 -5.497 -1.885 -0.014 -0.198 0.009
Si 0.543 5.258 -7.327 0.094 -0.08 0.015
Si 2.622 5.67 26.443 -0.025 0.049 0.14
Si -1.193 7.586 24.734 0.025 0.048 -0.129
Si 5.34 -2.707 23.96 0.068 -0.123 -0.032
Si -0.971 7.937 -7.347 -0.05 -0.055 -0.176
Si 4.26 1.303 -3.176 -0.108 0.022 0.062
Si -7.788 3.023 -1.962 0.075 0.078 0.133
Si 1.989 -1.03 -5.82 -0.05 0 0.057
Si 6.836 2.484 -4.256 -0.04 0.009 -0.037
Si -3.621 4.336 -4.518 0.006 0.098 0.16
Si 7.046 3.638 24.935 -0.09 -0.161 -0.137
Si 2.526 8.05 -2.08 -0.017 -0.015 0.125
Si -6.188 -1.276 25.895 0.054 0.045 0.023
Si 5.228 -5.832 -6.56 0.068 0.092 0.036
Si -7.858 0.389 -5.381 0.042 0.005 -0.044
Si -5.64 -3.781 24.198 0.113 -0.04 -0.003
Si 0.778 -6.007 -6.369 0.034 -0.022 0.017
Si -5.413 0.459 23.81 0.07 -0.031 -0.189
Si -5.384 -3.091 -3.56 -0.072 0.144 0.004
Si 1.228 -6.982 24.326 -0.061 -0.081 -0.038
Si -5.641 2.406 -5.78 -0.078 0.024 -0.018
Si 7.899 -6.646 -5.352 -0.09 0.051 0.018
Si -6.551 4.663 25.842 0.004 -0.044 -0.139
Si 2.711 1.349 24.706 0.117 0.074 -0.094
Si 0.289 5.789 -2.15 -0.039 -0.035 0.196
Si -0.331 4.841 26.064 0.031 0.024 -0.005
Si 7.236 -6.139 -2.612 0.046 0.049 0.103
Si -5.489 4.976 -2.147 -0.057 0.122 0.012
Si 6.119 -2.782 -6.693 0.045 -0.115 -0.071
Si 4.764 -4.3 -2.766 0.021 -0.074 0.005
Si -6.608 7.238 -6.202 0.04 -0.11 -0.017
Si 6.633 -7.666 24.769 0.107 -0.003 -0.187
Si 1.569 -4.243 25.542 0.042 0.06 0.018
Si -2.733 -2.397 -2.172 -0.014 -0.081 -0.008
Si 0.04 2.812 23.942 0.004 0.032 -0.147
Si -3.727 6.67 -6.565 -0.056 0.132 0.003
Si -0.503 4.029 -4.595 -0.049 -0.027 -0.006
Si -7.902 -1.741 -3.008 0.095 -0.053 0.224
Si -4.213 2.935 24.838 0.054 0.07 0.012
Si -3.035 -4.928 23.709 -0.069 -0.01 -0.181
Si -0.101 -3.045 -7.095 0.014 0.015 -0.164
Si 3.805 7.686 24.542 -0.064 0.003 -0.155
Si -2.956 -6.737 26.095 -0.099 -0.084 -0.046
Si -7.99 4.521 -5.861 0.069 -0.023 0.075
Si 1.224 1.337 -4.146 0.06 0.064 0.034
Si -0.435 -0.377 -2.05 -0.106 -0.053 0.17
Si -5.969 -6.454 25.897 -0.049 0.023 0.104
Si 2.554 -1.444 24.348 -0.088 -0.135 0.017
Si 4.485 -1.608 -4.304 -0.068 -0.094 -0.083
Si -7.711 -3.589 -5.157 0.077 0.114 -0.005
Si -7.084 7.253 24.686 -0.027 -0.005 -0.05
Si 3.047 -6.291 -4.335 -0.043 0.053 -0.024
Si 4.508 3.38 26.409 0.058 0.01 -0.018
Si 1.394 -1.357 5.427 0.014 -0.012 0.001
Si 4.079 1.371 5.425 0.007 0.005 0.014
Si 1.369 4.096 5.413 0.005 -0.009 -0.003
Si 4.064 6.812 5.393 -0.005 0.004 0.001
Si 1.345 9.509 5.397 -0.012 0.006 0.004
Si 4.053 12.261 5.401 -0.021 0.016 0
Si 6.759 -1.361 5.429 0.008 0.004 0.005
Si 9.467 1.398 5.517 0.007 0.007 0.014
Si 6.79 4.052 5.445 0.007 0.002 0.008
Si 9.538 6.782 5.498 -0.015 -0.007 0.013
Si 6.787 9.538 5.418 0.021 0.019 0.007
Si 9.518 12.222 5.428 0.001 0.006 0.016
Si -4.068 -1.413 5.489 -0.001 -0.007 0.009
Si -1.308 1.359 5.46 0 -0.002 0.012
Si -4.068 4.101 5.494 -0.006 -0.015 0.014
Si -1.351 6.827 5.419 -0.011 -0.005 0.012
Si -4.07 -6.812 5.456 0.007 -0.001 -0.003
Si -1.349 -4.099 5.476 0.014 -0.007 0.007
Si 2.732 0.008 6.797 -0.006 0.006 0.001
Si 5.431 2.711 6.809 -0.003 -0.01 0.007
Si 2.727 5.449 6.779 0.004 -0.013 0.001
Si 5.424 8.168 6.767 -0.009 0.001 -0.004
Si 2.7 10.887 6.759 -0.006 0.002 -0.004
Si 5.412 -2.72 6.792 -0.006 0.003 0
Si 8.121 -0.015 6.82 0.006 0.004 -0.003
Si 10.874 2.74 6.839 -0.02 0.005 0.003
Si 8.154 5.414 6.812 0.022 -0.005 0.005
Si 10.893 8.161 6.831 -0.003 0.003 0.006
Si 8.154 10.875 6.796 -0.004 0.008 0
Si 10.868 -2.753 6.823 0.005 -0.018 0.003
Si -2.702 -0.005 6.801 -0.002 0.004 -0.008
Si 0.031 2.736 6.807 0.003 0.001 0.001
Si -2.702 5.474 6.814 -0.002 0.007 -0.002
Si 0.009 8.163 6.794 0.012 -0.004 -0.003
Si -2.717 -5.453 6.823 -0.004 0 0.004
Si 0.027 -2.72 6.795 0.003 -0.003 0.002
Si 1.379 1.371 8.164 0.016 0.013 0.003
Si 4.077 4.088 8.153 0.006 0.002 0.003
Si 1.365 6.797 8.151 -0.013 0.005 -0.009
Si 4.068 9.529 8.131 -0.002 -0.001 -0.015
Si 1.366 -4.086 8.157 -0.001 0.004 0.004
Si 4.073 -1.36 8.165 -0.007 -0.004 0.003
Si 6.779 1.35 8.179 -0.004 -0.007 -0.002
Si 9.517 4.087 8.194 0.006 -0.002 0.005
Si 6.783 6.801 8.138 0.002 -0.006 -0.006
Si 9.513 9.52 8.167 -0.002 -0.003 -0.001
Si 6.793 -4.075 8.148 0.013 0.007 -0.009
Si 9.51 -1.368 8.163 0.003 -0.001 -0.002
Si -4.077 1.352 8.161 -0.012 -0.008 0
Si -1.349 4.088 8.159 -0.01 -0.008 -0.006
Si -4.064 6.812 8.188 0.009 0.006 0.003
Si -1.346 -6.805 8.169 0 0.004 0.002
Si -4.084 -4.098 8.179 -0.015 -0.003 0
Si -1.341 -1.36 8.158 0.006 0.002 -0.009
Si 0.007 0.01 9.516 0 0.002 -0.007
Si 2.728 2.73 9.526 0.003 -0.011 0.002
Si 0.009 5.444 9.525 0.007 0 0.001
Si 2.722 8.164 9.507 -0.005 -0.004 0.001
Si 0.006 -5.438 9.523 -0.002 -0.005 -0.003
Si 2.719 -2.724 9.519 -0.002 0.003 -0.001
Si 5.428 -0.007 9.536 0 0.004 0.004
Si 8.153 2.711 9.529 0.012 -0.008 -0.003
Si 5.437 5.444 9.514 -0.007 -0.006 -0.004
Si 8.148 8.151 9.508 0.01 0.001 -0.004
Si 5.434 -5.443 9.504 0.001 0.007 0.003
Si 8.15 -2.723 9.525 -0.001 0.003 0.003
Si -5.442 -0.007 9.52 -0.007 -0.004 0.004
Si -2.717 2.724 9.515 0 0.006 -0.002
Si -5.433 5.446 9.534 -0.015 0.007 0.001
Si -2.703 8.166 9.54 0.002 0.003 -0.003
Si -5.447 -5.446 9.535 0.011 0.005 0
Si -2.716 -2.718 9.514 -0.009 -0.009 -0.007
Si 1.362 -1.355 10.872 0.003 -0.007 0.001
Si 4.079 1.364 10.887 0 0.001 -0.001
Si 1.366 4.084 10.888 0.002 -0.009 -0.003
Si 4.078 6.801 10.876 0.004 0.001 0
Si 1.364 9.518 10.878 -0.006 0.01 -0.001
Si 4.083 -4.083 10.875 -0.008 0.01 0.001
Si 6.796 -1.362 10.891 0.005 0.006 0.004
Si 9.518 1.354 10.883 -0.003 -0.003 0.004
Si 6.794 4.078 10.876 0.002 0.002 0
Si 9.51 6.798 10.875 0.012 0.006 0.002
Si 6.794 9.514 10.869 0.007 -0.006 -0.003
Si 9.516 -4.079 10.888 0 -0.01 0
Si -4.078 -1.363 10.882 0.005 0 0
Si -1.36 1.365 10.878 -0.002 0.001 -0.002
Si -4.075 4.08 10.887 -0.008 -0.003 0.002
Si -1.35 6.799 10.893 -0.008 0.004 0.001
Si -4.075 9.523 10.886 -0.01 -0.007 0.002
Si -1.359 -4.075 10.875 0.005 -0.001 0
Si 2.717 0.003 12.236 -0.002 0.008 -0.001
Si 5.442 2.72 12.245 -0.008 -0.005 -0.001
Si 2.73 5.438 12.25 -0.008 0.002 0.007
Si 5.443 8.152 12.237 -0.003 0.003 0.006
Si 2.721 10.881 12.236 0.001 -0.008 0.002
Si 5.434 -2.724 12.245 0.005 -0.012 0.01
Si 8.156 0.003 12.249 0.009 -0.001 -0.001
Si 10.878 2.718 12.24 -0.002 -0.006 -0.001
Si 8.157 5.431 12.235 0.005 -0.001 -0.002
Si 10.879 8.153 12.223 -0.003 0.004 -0.004
Si 8.157 10.869 12.236 0.006 0.003 0.004
Si 10.88 -2.719 12.249 -0.006 0.002 0.004
Si -2.723 0.007 12.241 -0.006 -0.002 0.003
Si -0.003 2.726 12.241 0 0.002 0.004
Si -2.716 5.441 12.25 0.006 0.006 0.006
Si 0.011 8.161 12.249 0.003 -0.002 0.002
Si -2.716 -5.432 12.24 -0.003 0.003 0.003
Si -0.002 -2.707 12.228 0.001 0.002 -0.004
Si 1.361 1.365 13.593 -0.006 -0.009 -0.001
Si 4.092 4.073 13.614 0.007 -0.006 0.003
Si 1.366 6.794 13.609 0.012 -0.001 0.006
Si 4.082 9.515 13.589 -0.009 0.01 0.003
Si 1.358 -4.064 13.582 -0.012 0.01 -0.006
Si 4.073 -1.353 13.599 -0.009 0.005 0.002
Si 6.796 1.364 13.612 0.01 -0.003 0
Si 9.512 4.072 13.6 0.005 0.005 0.005
Si 6.799 6.781 13.6 0.003 0.006 0.007
Si 9.526 9.5 13.585 0.018 -0.014 -0.008
Si 6.8 -4.09 13.594 0.002 -0.006 0.006
Si 9.519 -1.351 13.607 -0.008 0.006 0.004
Si -4.086 1.365 13.606 -0.003 0.001 0.005
Si -1.358 4.081 13.612 -0.001 -0.005 0.01
Si -4.092 6.805 13.594 -0.029 0.014 -0.003
Si -1.355 9.528 13.597 -0.001 0.001 0.005
Si -4.075 -4.08 13.607 0.008 -0.013 0.013
Si -1.353 -1.349 13.596 0.005 -0.005 0.002
Si 0.006 0.017 14.957 0.003 0.006 0.004
Si 2.721 2.71 14.961 -0.001 -0.005 -0.002
Si 0.007 5.436 14.976 0.001 0.007 -0.002
Si 2.741 8.147 14.957 -0.003 0.005 0.001
Si 0.004 -5.417 14.945 0.01 -0.005 0
Si 2.703 -2.705 14.953 -0.008 -0.009 0.004
Si 5.429 0.003 14.966 -0.004 0.004 0
Si 8.151 2.725 14.978 0.005 -0.002 0.007
Si 5.462 5.416 14.986 0.004 -0.001 0.002
Si 8.176 8.133 14.946 0.003 0.006 0
Si 5.439 10.869 14.95 0.003 -0.008 0
Si 8.155 -2.721 14.949 0.015 -0.012 -0.006
Si -5.454 0.02 14.976 -0.003 -0.001 -0.005
Si -2.729 2.726 14.969 -0.005 0 -0.004
Si -5.453 5.44 14.95 0.01 0.004 -0.007
Si -2.73 8.171 14.946 0.001 -0.006 -0.005
Si -5.429 -5.475 14.946 -0.026 0.003 0.003
Si -2.712 -2.705 14.956 -0.002 0.011 0.002
O 2.643 5.479 22.133 -0.167 -0.119 0.084
O 1.756 -1.015 23.009 -0.228 0.524 0.312
O -3.638 3.649 23.494 0.411 0.139 0.221
O -7.083 6.713 23.16 -0.206 -0.365 -0.01
O -4.964 -6.723 -1.471 0.063 -0.429 -0.433
O -3.49 5.258 -5.836 0.272 -0.123 -0.443
O 2.676 -2.71 -0.426 0.055 0.064 -0.542
O -6.466 -3.595 22.838 -0.066 0.767 0.21
O 3.748 7.382 -1.256 0.129 0.169 -0.396
O -4.299 1.35 24.545 0.435 -0.276 0.168
O -2.62 5.511 22.13 -0.077 -0.163 0.066
O 2.156 4.987 -7.375 0.116 -0.052 0.639
O 5.455 -1.802 -5.587 0.277 0.14 -0.182
O 2.617 2.808 -0.482 0.044 0.243 -0.132
O -0.968 1.868 23.101 -0.181 0.091 0.519
O -2.867 8.133 -0.606 0.087 0.12 -0.574
O -0.433 -7.052 -6.599 -0.557 0.028 0.093
O 0.387 2.698 -4.352 -0.003 0.059 0.17
O 4.194 -6.402 -5.461 0.044 -0.392 0.006
O 0.702 -1.216 -1.274 0.254 0.028 -0.397
O 4.11 -1.675 24.014 0.16 0.414 0.213
O -0.74 3.563 25.15 -0.434 -0.041 0.084
O -6.496 -0.087 24.859 -0.749 0.065 0.217
O -6.376 -7.645 24.895 0.125 0.156 -0.456
O 6.507 -6.785 -1.327 -0.54 -0.107 -0.11
O 4.118 7.479 22.97 0.385 0.447 -0.02
O 0.811 -2.05 -6.208 -0.13 0.108 0.118
O 0.143 -4.542 -6.585 -0.187 0.024 0.08
O 1.837 -7.054 -1.274 -0.043 -0.025 -0.409
O 4.405 1.272 -1.556 0.263 -0.052 -0.146
O -4.548 3.037 -4.779 0.192 -0.459 0.353
O -5.843 -4.51 -0.618 0.462 -0.074 -0.116
O 0.36 -4.129 26.607 -0.409 0.239 -0.165
O -1.002 6.169 25.455 -0.297 -0.069 0.024
O 2.83 -5.512 22.095 -0.24 0.129 0.604
O 0.687 3.927 22.966 -0.009 0.309 0.103
O -7.353 5.973 -5.498 -0.291 0.084 0.328
O 7.285 2.209 25.712 -0.041 -0.615 -0.37
O 7.339 4.621 -7.114 -0.02 0.288 -0.114
O 6.664 -6.548 -6.388 0.034 -0.407 -0.475
O 0.188 6.824 -7.151 0.071 0.152 0.016
O 1.545 -6.093 -4.936 -0.524 0.109 0.138
O 8.166 -0.121 22.112 -0.036 -0.24 0.457
O -6.716 4.034 -2.649 0.002 0.215 -0.789
O -2.656 0.105 22.082 0.185 0.055 0.336
O 5.273 2.407 -3.83 -0.132 0.517 -0.447
O 8.166 -5.434 22.138 -0.062 0.209 0.112
O 7.712 -3.015 -6.389 0.261 0.073 -0.439
O -1.194 7.391 23.134 0.249 0.227 0.06
O -6.173 1.469 22.793 -0.028 0.643 0.093
O -5.394 0.051 -0.326 -0.147 -0.052 -0.442
O 3.347 6.269 25.14 -0.014 -0.091 -0.143
O -8.002 7.988 -0.426 0.125 0.105 -0.537
O 7.012 -6.376 25.653 -0.172 0.386 -0.183
O -5.86 -5.195 24.913 -0.133 -0.052 -0.234
O -0.027 5.217 -3.612 0.141 0.281 -0.204
O -5.311 -8.077 22.098 -0.022 -0.013 0.447
O 4.753 -0.141 -3.697 0.507 -0.07 0.175
O 4.771 -3.993 23.126 -0.174 -0.227 0.298
O -3.598 -1.762 -0.979 0.055 -0.171 -0.125
O -2.712 2.651 -0.323 0.093 0.139 -0.572
O 3.549 2.312 25.676 -0.131 -0.297 0.41
O 6.638 -7.264 23.196 -0.068 -0.023 0.121
O 7.2 1.418 -5.427 -0.289 -0.021 -0.451
O 7.914 -3.096 -3.761 -0.163 -0.367 0.154
O 7.782 2.071 -3.012 0.273 -0.371 -0.048
O 7.476 -1.286 -1.752 -0.33 0.545 -0.321
O -3.806 -2.68 -3.383 0.442 0.017 -0.604
O 5.382 -4.221 -6.509 -0.468 -0.117 -0.06
O 7.373 -7.114 -3.891 -0.194 -0.495 0.225
O -8.007 -0.602 -4.135 -0.185 -0.091 0.039
O -1.662 -4.472 23.018 0.373 -0.002 0.54
O 6.193 -4.989 -3.101 0.007 0.085 -0.517
O 1.868 -2.787 24.915 -0.245 0.014 0.065
O 4.549 -4.432 -1.18 0.488 -0.499 -0.188
O 3.013 -0.836 -7.046 0.41 -0.179 0.057
O 1.223 1.918 24.539 -0.202 -0.02 0.017
O -4.408 5.197 -3.354 0.085 0.51 -0.271
O -2.577 -8.075 25.256 -0.389 -0.414 -0.128
O 7.246 3.77 23.338 0.277 -0.041 0.028
O -0.062 -5.358 -0.575 0.127 0.074 -0.284
O -3.381 3.009 26.244 -0.036 0.281 0.072
O -7.331 -7.713 -5.82 0.134 0.139 0.072
O 3.483 -5.01 -3.453 -0.415 0.245 -0.002
O 2.908 -4.75 26.303 0.465 -0.434 -0.274
O -3.679 -6.155 22.873 0.194 -0.149 0.194
O -3.437 -0.576 -7.331 0.252 0.186 0.435
O 1.401 0.444 -5.485 -0.025 0.279 -0.761
O 0.036 -7.739 25.107 0.038 0.064 0.542
O 5.533 4.071 25.335 -0.019 0.21 -0.3
O -2.091 3.826 -4.253 -0.087 -0.364 0.327
O -7.017 2.036 -0.97 0.16 -0.056 -0.381
O -2.713 -5.43 25.187 0.21 0.445 0.238
O 3.468 1.231 23.272 0.026 -0.284 0.126
O -4.67 4.2 -1.018 0.288 -0.077 0.026
O -1.647 -2.558 -6.919 -0.331 -0.165 0.684
O 1.044 -7.314 22.759 -0.462 -0.209 0.032
O 0.333 0.41 -3.193 -0.011 0.162 -0.397
O 7.367 3.87 -1.238 -0.103 0.241 -0.381
O -6.735 3.535 -6.193 0.167 0.029 -0.378
O -6.225 -2.71 25.212 -0.399 -0.119 0.311
O -1.586 -1.351 -2.65 0.044 0.027 -0.568
O -8.01 -3.01 -0.202 -0.264 -0.356 0.083
O -1.102 0.716 -1.076 -0.134 0.208 -0.336
O 1.15 -5.375 24.484 -0.319 0.127 -0.178
O 0.011 -2.723 22.115 -0.133 0.157 0.433
O -4.068 -3.68 23.796 0.186 0.445 -0.165
O 7.675 7.45 25.079 -0.24 -0.384 -0.03
O 0.814 4.57 -1.23 -0.062 -0.261 -0.188
O -1.029 6.436 -1.455 -0.181 -0.256 -0.512
O 5.308 2.657 22.167 -0.054 0.092 0.306
O 5.825 -3.058 25.465 0.162 -0.11 -0.038
O -4.802 1.787 -7.018 0.269 0.165 -0.044
O -6.139 -3.071 -5.039 0.397 -0.004 -0.543
O 7.353 3.964 -4.683 -0.086 0.316 0.287
O 2.663 -7.527 24.814 0.107 0.171 0.309
O -4.516 -6.77 26.56 -0.055 -0.067 0.371
O -8.134 4.592 25.546 -0.112 0.489 0.053
O -1.95 -3.689 -1.528 -0.001 -0.127 -0.635
O 2.896 -1.675 -4.647 -0.313 -0.388 0.235
O 2.717 1.636 -3.563 -0.079 0.435 -0.298
O 2.537 -0.149 25.322 0.123 0.056 0.682
O 6.534 -1.995 23.118 0.531 -0.019 0.473
O -7.548 -5.8 -2.144 -0.022 0.039 0.111
O 1.277 4.917 25.992 0.103 -0.312 -0.303
O -4.771 -0.861 23.086 -0.169 -0.39 0.439
O -2.356 7.53 -6.59 0.005 0.307 0.015
O 1.928 -6.339 -7.43 -0.058 -0.465 -0.086
O -0.195 4.46 -6.126 -0.047 -0.318 -0.225
O -7.833 -0.392 -6.8 -0.123 -0.04 0.196
O 3.07 -7.655 -3.465 0.382 -0.423 -0.414
O -4.679 -1.095 26.439 0.482 -0.154 -0.38
O -5.017 7.361 -5.832 0.128 0.451 0.321
O 1.421 6.911 -2.326 0.132 -0.016 0.007
O -7.71 -5.198 -5.233 0.582 -0.235 0.01
O -6.147 6.295 -1.42 0.035 0.28 -0.298
O -6.327 -2.09 -2.645 0.089 0.097 0.293
O 4.806 -2.751 -3.212 -0.16 0.273 0.262
O 5.455 5.486 -0.468 -0.214 -0.262 -0.337
O -5.675 3.626 24.983 -0.228 -0.01 -0.627
O -6.464 1.182 -5.128 0.16 -0.232 0.335
O -6.215 6.214 25.566 0.503 0.22 0.274
O 5.17 -8.141 25.225 -0.028 0.294 0.691
O -5.417 -4.664 -3.142 0.106 -0.266 -0.27

Results
total energy: -101655.422 eV
total energy less fixed offsets of O -438.25, Si -107.07 eV per atom: -2.222 eV
